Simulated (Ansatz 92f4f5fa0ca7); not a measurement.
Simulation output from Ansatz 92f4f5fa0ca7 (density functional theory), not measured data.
Periodic cell of 322 atoms, Si176O146, from a study of silicon, its oxide and their interface. The atomic structure is a simulated model.
Doubt: the cutoff is low for norm-conserving oxygen, so forces and energies are approximate.

Settings
functional: PBE
potential files: PseudoDojo norm-conserving
basis: plane waves
wave-function cutoff: 850 eV
density cutoff ratio: 4
exchange-correlation grid ratio: 1
k mesh: 1 x 1 x 1, Gamma-centred
self-consistency stop: 5e-08 eV per atom in the density residual
occupations: fixed
spin: none
net charge: 0

Cell vectors (angstrom)
a  15.3871  0  0.0067
b  0  15.3871  0.0193
c  -0.5434  -0.9315  22.1139

Atoms: element, x, y, z (angstrom)
Si  -2.3181  -1.6487  14.835
Si  -2.9707  3.4409  14.3821
Si  -2.6754  6.576  14.5986
Si  -2.5579  -4.0575  14.8769
Si  1.3051  -1.3023  14.6074
Si  1.5491  3.1256  14.746
Si  1.8663  6.2342  14.2625
Si  1.4316  10.9332  14.7582
Si  5.0778  -0.4026  14.578
Si  5.0808  2.0687  14.5744
Si  5.2511  7.0195  14.8802
Si  5.273  10.1345  14.8589
Si  8.7146  -0.4964  14.3141
Si  8.9769  2.6331  14.6043
Si  9.0766  7.1418  14.9213
Si  7.2325  10.5834  16.0306
Si  -0.4921  -1.0131  16.0781
Si  -0.3644  2.9309  16.0725
Si  -0.6887  6.7624  15.8574
Si  -0.5782  10.604  15.9665
Si  3.2335  -0.9173  15.9062
Si  3.4003  2.8136  16.0575
Si  3.3169  6.676  16.0604
Si  3.3285  10.5721  16.0969
Si  7.0011  -0.8627  15.8441
Si  6.9994  2.8643  15.8036
Si  7.1619  6.7832  16.1522
Si  9.245  10.2588  14.8216
Si  -4.2083  -1.0351  16.0578
Si  10.8275  2.9582  16.0006
Si  10.994  6.8589  16.1705
Si  11.0622  10.6443  16.2759
Si  -0.0105  1.8988  -4.7492
Si  0.0424  5.814  -4.742
Si  -0.07  9.5731  -4.7981
Si  0.0099  -1.9948  -4.6822
Si  3.7665  1.8564  -4.7297
Si  3.9238  5.6892  -4.705
Si  3.7575  9.5477  -4.7209
Si  3.8917  -1.8998  -4.7978
Si  7.6539  1.9375  -4.8394
Si  7.6391  5.6838  -4.8045
Si  7.723  9.6383  -4.6389
Si  7.7049  -1.8576  -4.8895
Si  11.5799  1.9183  -4.7914
Si  11.5024  5.7826  -4.7054
Si  11.6184  9.645  -4.5328
Si  11.5391  -1.8982  -4.545
Si  -1.921  1.9404  -3.3442
Si  -1.9111  5.7  -3.3726
Si  -1.8526  9.5486  -3.2339
Si  -1.8892  -1.9109  -3.2707
Si  1.875  1.8256  -3.3766
Si  1.9695  5.7605  -3.3632
Si  1.8497  9.5755  -3.3896
Si  1.9649  -2.0241  -3.4192
Si  5.7483  1.9843  -3.4536
Si  5.8026  5.7046  -3.3101
Si  5.734  9.545  -3.4001
Si  5.8183  -1.805  -3.4876
Si  9.5952  1.8707  -3.47
Si  9.5522  5.7749  -3.4081
Si  9.6259  9.6913  -3.2748
Si  9.5429  -1.9172  -3.3795
Si  -1.9198  0.0527  -1.9317
Si  -1.924  3.8274  -1.8887
Si  -1.8829  7.5415  -1.9365
Si  -1.8769  11.5264  -1.9445
Si  1.8954  -0.1382  -2.0794
Si  1.9049  3.7741  -2.0879
Si  1.9676  7.7121  -1.9739
Si  1.943  11.4756  -1.9984
Si  5.7604  0.1368  -2.0996
Si  5.7687  3.791  -1.9074
Si  5.7914  7.6231  -1.9666
Si  5.8004  11.5773  -2.27
Si  9.5834  -0.0487  -2.0335
Si  9.5741  3.812  -2.1395
Si  9.5889  7.741  -2.0257
Si  9.5668  11.6097  -1.9033
Si  0.0589  -0.0607  -0.6224
Si  0.096  3.775  -0.578
Si  0.0643  7.5744  -0.5692
Si  0.0506  11.5049  -0.5814
Si  3.8098  0.0144  -0.7572
Si  3.7589  3.7438  -0.6298
Si  3.8911  7.6948  -0.5385
Si  3.9804  11.538  -0.8487
Si  7.6397  0.0633  -0.7138
Si  7.7699  3.8306  -0.6008
Si  7.7187  7.7242  -0.5861
Si  7.5371  -3.7881  -0.7206
Si  11.4893  -0.0018  -0.5953
Si  11.3915  3.8047  -0.6679
Si  11.502  7.6213  -0.6567
Si  -3.834  -3.8157  -0.6284
Si  0.697  1.8088  0.6416
Si  0.842  5.6694  0.6249
Si  -0.352  9.548  0.6575
Si  -0.2589  -1.9731  0.7481
Si  3.1215  1.8111  0.6308
Si  3.2616  5.6848  0.6004
Si  3.11  8.637  4.4673
Si  4.3935  -1.9268  0.4115
Si  8.4289  1.877  0.5734
Si  8.3448  5.7989  0.6486
Si  7.0844  9.687  0.6077
Si  6.798  -1.8285  0.4071
Si  10.827  1.9023  0.6442
Si  10.7678  5.7333  0.563
Si  -3.535  9.5694  0.6067
Si  -3.4301  -1.9101  0.7304
Si  -0.7969  2.055  3.4194
Si  -0.7355  4.9966  3.1096
Si  0.1446  9.0209  3.575
Si  1.5537  -1.9918  3.4488
Si  4.0577  1.334  2.7426
Si  4.1844  6.1711  3.5289
Si  4.6567  9.7354  0.486
Si  3.7809  -1.7945  2.6933
Si  6.9886  2.2266  3.2724
Si  7.2431  5.3743  3.6009
Si  7.5587  10.3491  2.8631
Si  7.7136  -1.8843  2.5023
Si  11.4554  2.2481  2.9186
Si  -3.5147  5.196  2.5188
Si  10.4686  10.2331  3.3109
Si  10.7129  -2.0001  2.7022
Si  -0.1675  4.6724  10.6995
Si  -3.5839  1.1092  10.2417
Si  -2.6369  7.7783  6.9818
Si  3.5067  2.3078  5.5561
Si  0.613  11.1536  5.4165
Si  9.1212  1.5176  9.6001
Si  4.6842  10.7803  3.3882
Si  -3.4632  10.4762  5.9261
Si  -2.2852  5.9926  9.2727
Si  -1.7861  6.6967  4.2289
Si  5.1728  -1.6558  11.5776
Si  -0.0369  -0.1628  5.4388
Si  3.5856  -1.4796  9.1526
Si  3.1803  5.0706  6.2374
Si  -1.6605  -2.7555  9.5066
Si  1.8272  2.3406  10.159
Si  1.6423  6.9864  11.3373
Si  4.647  2.9513  11.4868
Si  10.7333  -0.1875  7.8478
Si  6.3156  -0.8393  7.8492
Si  -3.102  7.6236  11.6966
Si  7.2489  8.3185  7.711
Si  9.773  10.1888  8.0217
Si  -1.7827  2.4606  11.9975
Si  -3.4531  10.1286  10.1626
Si  5.675  3.759  6.8641
Si  1.9916  9.741  7.75
Si  1.3158  -3.5442  9.7608
Si  0.7381  1.0054  12.605
Si  2.6587  6.9588  8.4689
Si  4.4413  8.6638  7.2136
Si  10.5403  0.001  4.8883
Si  8.6616  4.9447  12.6469
Si  8.1608  -0.9284  11.2829
Si  8.9429  -2.3637  8.8408
Si  8.0942  5.5561  6.4118
Si  -3.1522  -1.319  11.9438
Si  10.9312  -3.9078  12.6203
Si  -1.5879  -2.5255  6.4924
Si  1.9787  0.719  7.5965
Si  5.6575  5.6503  12.1495
Si  2.0272  9.9169  11.9315
Si  6.4152  2.0762  9.244
Si  7.4223  -0.1775  4.9903
Si  5.0656  10.6508  11.9455
Si  6.6982  8.2121  10.8113
Si  10.5284  6.19  7.9935
Si  9.4884  6.9186  10.8141
O  -1.549  2.945  14.95
O  0.4579  6.9404  14.675
O  9.9999  -1.2433  14.9355
O  0.1263  1.5981  2.1725
O  0.5193  5.5538  2.2438
O  0.4617  9.5382  2.0738
O  1.529  8.4212  4.1776
O  0.5844  -2.0288  2.1358
O  5.5206  2.015  2.6479
O  3.8177  5.4456  2.1338
O  5.7395  5.9071  3.8606
O  4.1474  10.2709  1.9481
O  8.0478  1.7269  2.1604
O  7.8189  5.9325  2.2005
O  8.9184  9.7631  3.5606
O  9.2526  -1.3696  2.3375
O  -2.3483  1.9106  3.0051
O  -1.9862  4.7727  2.0357
O  -1.9512  9.589  1.0362
O  -1.8377  -1.9285  1.1714
O  -2.2348  -1.1381  13.2667
O  -3.0854  2.7044  12.9332
O  -2.9269  5.0412  14.0929
O  -2.6308  7.5131  13.2457
O  11.0556  -2.3192  12.402
O  -3.096  10.9356  13.3742
O  1.5969  9.9291  13.4881
O  1.3913  -2.8947  14.2008
O  1.0971  -0.4523  13.2179
O  1.5439  2.108  13.474
O  -2.3319  -4.2318  9.5865
O  2.3531  6.7265  12.7824
O  1.4418  -4.1189  11.2619
O  4.9702  -1.166  13.1115
O  4.7267  2.5574  13.0506
O  5.8575  2.1752  10.7498
O  7.1854  4.2264  6.5827
O  5.0982  5.9977  13.6227
O  5.2969  -4.3734  13.4823
O  5.2486  8.5718  14.3432
O  6.5889  -1.1342  11.0392
O  6.2134  9.6375  11.4119
O  9.0403  1.08  14.1123
O  8.4267  -1.113  12.8548
O  1.0999  3.7684  10.312
O  9.1217  3.5191  13.2329
O  9.0833  6.0939  13.6932
O  5.1098  -3.2565  11.2759
O  -0.3968  3.5762  3.7963
O  1.0714  -0.7985  4.4396
O  -1.9443  7.319  8.3808
O  1.438  -3.3469  4.3312
O  3.2551  1.988  3.9951
O  4.2427  -0.2608  3.0662
O  3.2171  5.6699  4.7282
O  3.9087  7.7575  3.356
O  3.6089  10.1735  4.4081
O  4.6769  -2.9812  3.4289
O  7.2055  1.3736  4.6128
O  7.2359  3.7741  3.5614
O  8.1927  5.8579  4.8195
O  -1.0749  7.9726  3.5173
O  7.7745  -3.4446  2.8777
O  9.4333  0.7287  8.2092
O  10.665  1.4028  4.0705
O  1.4042  8.5865  11.2524
O  11.2158  3.8504  3.2081
O  -3.2959  6.3945  3.6233
O  10.5641  -3.5558  3.111
O  -3.8911  9.8569  4.4886
O  7.4367  6.8201  7.1597
O  11.2419  -1.1557  3.988
O  10.5258  2.1089  10.1358
O  -0.992  3.8576  11.8274
O  4.7059  5.0427  6.7925
O  5.0765  2.6939  5.7822
O  1.5565  10.175  6.2644
O  -0.1875  -3.3402  6.4635
O  0.626  0.2234  6.8627
O  -3.8074  0.08  11.481
O  0.2871  6.1011  11.3186
O  3.615  9.9457  7.7927
O  9.006  -0.384  5.2448
O  6.5002  -0.5583  6.2588
O  9.7133  6.891  9.2125
O  10.9415  9.5861  8.9953
O  8.6362  9.1273  7.5799
O  -1.8848  6.9584  5.8105
O  10.6781  7.6152  11.6361
O  10.534  10.723  6.7096
O  -1.0584  4.9485  9.3628
O  -3.618  5.3306  8.603
O  -1.9859  -2.1864  8.0211
O  -2.292  -1.8697  10.6944
O  6.3287  0.5796  8.6385
O  9.0089  -3.9589  8.689
O  2.6138  3.5649  6.0483
O  2.3091  5.8003  7.3809
O  5.7273  7.011  11.2898
O  1.1517  10.5919  8.7944
O  1.7305  1.9664  8.5916
O  4.7312  4.5687  11.3984
O  2.567  -0.4371  8.515
O  9.5436  5.2928  7.0856
O  6.7311  8.3296  9.2234
O  8.989  -2.0149  10.4223
O  10.2424  -1.7171  8.0953
O  8.5588  0.5372  10.7568
O  9.1457  8.6825  14.3577
O  7.5544  -1.792  8.2521
O  -2.2537  1.963  10.5291
O  -0.5617  1.1763  4.7316
O  10.8915  10.8115  11.1895
O  -0.8437  1.3264  12.6747
O  3.6373  9.9197  11.7342
O  1.6129  4.6346  14.124
O  3.3232  2.4916  10.7159
O  4.0313  -0.9957  10.6371
O  7.0049  -1.0872  3.7174
O  11.2589  0.0546  6.3411
O  5.5699  3.0891  8.3244
O  3.0832  1.0538  6.464
O  4.1992  7.4613  8.2852
O  9.3673  5.356  11.256
O  7.9631  2.5822  9.2808
O  -2.5672  6.3843  10.8161
O  1.1534  1.1576  11.0494
O  9.5844  -4.2546  13.4548
O  8.1985  7.7924  11.2465
O  -0.3679  10.2302  4.5207
O  5.9907  8.9766  6.9024
O  -2.6998  -3.484  5.8009
O  -3.4737  0.2681  8.8591
O  2.6845  -2.8135  9.313
O  3.6324  8.1254  5.9067
O  11.1827  7.3449  7.0506
O  2.4721  6.5294  10.0162
O  1.6697  8.1906  8.0853
O  7.0781  4.9244  12.3908
O  -2.5408  9.3678  6.6863
O  10.9411  9.4906  1.9577
O  4.9117  -1.596  8.2031
O  6.1589  10.1437  3.6849
O  -0.0524  -2.6974  9.6874
O  -1.3  -1.1595  5.6712
O  -2.6294  8.9774  10.9486

Results
free energy: -86211.637 eV
free energy less fixed offsets of O -452.00, Si -114.88 eV per atom: -0.757 eV

Forces (eV/angstrom), in the order of the atoms: element, x, y, z
Si  -0.0677  -0.1626  0.4108
Si  -0.3735  0.0009  0.2969
Si  0.053  0.1323  0.458
Si  0.2416  0.0836  0.4537
Si  0.0155  0.1213  0.4851
Si  0.0029  -0.0888  0.5043
Si  0.249  -0.0142  0.2862
Si  -0.0733  -0.0332  0.6041
Si  0.0188  0.0843  0.3676
Si  0.094  -0.1263  0.4797
Si  0.0137  -0.0259  0.4673
Si  0.0327  0.0575  0.6181
Si  -0.3965  0.0374  0.3024
Si  -0.0787  0.1046  0.5026
Si  -0.0453  -0.0847  0.509
Si  -0.0277  0.0156  0.0025
Si  -0.0314  0.0494  0.0263
Si  0.3566  -0.0596  0.3514
Si  -0.2595  0.0354  0.3107
Si  -0.0389  -0.039  -0.0838
Si  0.016  -0.0103  0.0612
Si  0.0771  -0.0074  0.0295
Si  -0.0228  -0.0009  0.0725
Si  0.0231  -0.0137  0.0371
Si  -0.0677  -0.0192  0.0021
Si  -0.0961  0.0566  0.0132
Si  0.0184  -0.014  0.0751
Si  -0.0491  0.1018  0.513
Si  0.3453  0.1296  0.3453
Si  -0.0303  -0.0632  0.0879
Si  0.073  -0.0213  0.0881
Si  0.0325  -0.0091  0.0367
Si  0.0151  0.0056  -0.0146
Si  -0.0351  -0.0064  0.0125
Si  0.022  0.0023  -0.0257
Si  -0.0728  0.004  -0.0129
Si  0.0005  -0.0197  -0.0088
Si  -0.0061  -0.0068  0.0477
Si  0.0357  0.0177  0.0172
Si  -0.0314  0.0047  -0.0145
Si  -0.0014  0.0033  0.0134
Si  0.0262  0.0049  -0.0058
Si  -0.0089  0.0194  0.0484
Si  0.0252  -0.0187  -0.0279
Si  -0.0429  0.0019  -0.0542
Si  0.0364  0.0083  0.0083
Si  -0.026  0.0025  0.0199
Si  -0.0207  0.0087  -0.0263
Si  -0.027  -0.0038  -0.0284
Si  -0.0146  -0.0163  -0.0389
Si  -0.0252  -0.0046  0.0523
Si  0.0522  -0.0539  0.0753
Si  0.036  0.0184  0.0059
Si  -0.0103  0.015  -0.0039
Si  -0.0053  -0.0183  -0.0092
Si  0.0252  -0.0347  -0.0428
Si  -0.0051  0.097  -0.0553
Si  -0.0502  -0.0031  0.0079
Si  0.0149  -0.0361  -0.0112
Si  -0.004  -0.006  0.0286
Si  -0.0066  0.0276  0.0104
Si  0.0201  0.0501  0.0171
Si  -0.0354  0.0104  -0.0321
Si  -0.008  0.0001  -0.0121
Si  0.0179  -0.009  0.028
Si  0.0303  -0.0367  0.052
Si  -0.0009  0.064  0.0134
Si  0.007  -0.0139  -0.0358
Si  -0.0039  0.0306  0.0703
Si  0.0114  -0.0051  0.0297
Si  0.0015  -0.0624  0.0721
Si  -0.0618  -0.0059  0.0071
Si  -0.0526  -0.0442  0.0555
Si  0.008  -0.0031  0.0485
Si  0.0513  0.0683  0.0817
Si  -0.0118  0.0585  0.0202
Si  0.0014  0.0373  0.0137
Si  -0.0111  -0.0485  0.0272
Si  0.0091  -0.0775  0.0423
Si  0.0569  0.0119  0.0064
Si  -0.0261  0.0097  -0.022
Si  -0.0265  0.0055  0.0051
Si  -0.0235  -0.0858  -0.0429
Si  0.003  0.0148  0.0592
Si  0.0231  0.0202  -0.0657
Si  0.0275  0.0129  -0.0029
Si  -0.0148  -0.0058  -0.0066
Si  -0.0188  0.0048  -0.0556
Si  -0.0134  -0.0073  -0.0242
Si  -0.0259  0.0519  0.0557
Si  -0.0375  0.0574  -0.0068
Si  -0.0149  -0.0048  0.0235
Si  0.0419  0.0187  -0.0321
Si  0.0523  0.0054  0.0078
Si  0.0182  -0.1044  -0.0247
Si  -0.0101  0.023  0.0129
Si  0.156  0.0337  -0.4789
Si  0.0736  0.0653  -0.4924
Si  0.1353  -0.0272  -0.5669
Si  0.1694  0.006  -0.7028
Si  -0.0156  -0.0014  -0.0724
Si  -0.1389  0.0521  -0.4754
Si  -0.1021  0.0303  -0.076
Si  -0.0235  -0.0136  -0.0319
Si  0.1224  0.0166  -0.4835
Si  0.1934  0.0108  -0.5061
Si  0.0123  -0.0888  -0.0103
Si  -0.0076  0.0508  -0.1392
Si  0.0409  0.0204  -0.1023
Si  0.0027  0.046  -0.0862
Si  -0.1116  0.0113  -0.5665
Si  -0.3122  0.039  -0.2593
Si  0.0027  -0.024  -0.1695
Si  -0.0832  0.1818  0.0791
Si  0.0329  -0.0587  -0.0884
Si  0.1589  0.0503  -0.1931
Si  -0.1988  0.0458  -0.4981
Si  -0.0447  -0.0448  -0.1714
Si  0.183  -0.2333  -0.5177
Si  -0.1357  -0.0885  -0.3782
Si  0.1089  -0.0608  -0.1661
Si  0.0237  0.0084  -0.1937
Si  -0.0893  -0.1999  -0.5166
Si  -0.2475  0.031  -0.416
Si  -0.1186  -0.0608  -0.4309
Si  -0.2792  0.0517  -0.4056
Si  -0.0587  -0.0096  -0.115
Si  0.1821  -0.0283  -0.3095
Si  -0.0135  -0.0592  0.0346
Si  -0.0116  -0.0442  0.0105
Si  -0.0216  0.0012  -0.0334
Si  0.0301  0.0348  -0.0719
Si  -0.045  0.0853  -0.087
Si  0.0517  -0.0957  0.007
Si  0.1877  0.0249  -0.2156
Si  0.0205  -0.013  -0.0761
Si  0.0384  0.0052  -0.0137
Si  0.1293  -0.2371  -0.13
Si  -0.0102  0.019  0.2182
Si  0.0025  -0.028  -0.0674
Si  0.065  -0.0454  0.0019
Si  0.002  0.0196  -0.0884
Si  -0.0376  -0.0117  0.0807
Si  -0.0777  -0.0107  0.0692
Si  0.0223  -0.0394  0.1091
Si  0.0094  -0.0171  0.1223
Si  -0.0319  0.0725  -0.0021
Si  -0.0186  0.02  -0.0102
Si  0.0494  -0.0233  0.1831
Si  0.0315  0.0395  -0.0248
Si  0.0468  -0.029  -0.0046
Si  0.0422  0.0093  0.0992
Si  0.0294  0.0705  0.0676
Si  -0.0619  -0.0377  -0.0434
Si  0.0706  -0.0492  -0.0318
Si  0.0041  0.0821  0.0205
Si  0.0562  -0.0217  0.1081
Si  0.0077  0.0036  0.0042
Si  -0.0335  0.055  -0.0465
Si  -0.0277  0.0494  -0.101
Si  0.0049  -0.0045  0.1746
Si  0.0255  0.0223  0.1333
Si  0.0026  0.1102  0.0086
Si  0.0049  0.0189  -0.076
Si  0.0982  -0.044  0.1272
Si  0.1082  -0.0269  0.2313
Si  0.0262  -0.0196  -0.0213
Si  -0.0771  0.0771  -0.0597
Si  0.0574  0.0076  0.1033
Si  0.0152  -0.0055  0.109
Si  0.0218  -0.0595  -0.0029
Si  0.03  -0.0548  -0.0571
Si  -0.0143  0.0144  0.0685
Si  0.0003  -0.0164  0.119
Si  0.0338  0.0182  0.0292
Si  -0.0028  -0.0608  0.0393
O  0.127  -0.108  -0.0233
O  -0.0942  0.2135  -0.1111
O  0.0833  -0.2391  -0.0249
O  0.0665  -0.1895  0.1326
O  0.2507  0.1208  0.2546
O  0.32  0.1372  0.0689
O  0.0019  -0.2371  0.0973
O  0.1695  -0.0106  0.2545
O  -0.0443  0.1321  -0.1753
O  0.0778  -0.22  0.1256
O  0.0359  0.0824  0.1756
O  -0.3077  0.0658  0.0144
O  0.0799  -0.1031  0.2254
O  -0.0644  0.1699  0.1459
O  -0.0274  -0.3208  0.3279
O  0.0997  0.2888  -0.205
O  -0.0292  -0.1515  -0.0745
O  0.1363  -0.1236  -0.2464
O  -0.0016  -0.0096  0.2199
O  -0.1191  0.0365  0.2679
O  0.2974  0.2159  -0.155
O  -0.3579  -0.1359  -0.1822
O  -0.091  0.0072  -0.2511
O  0.1275  0.255  -0.0713
O  -0.3521  0.1886  -0.0195
O  0.154  -0.2559  -0.3113
O  -0.0804  -0.268  -0.0417
O  0.0258  0.0125  -0.2677
O  0.0112  -0.1349  -0.2932
O  0.2306  -0.0438  -0.1272
O  0.1308  -0.1493  -0.1293
O  0.2982  0.1007  -0.1461
O  -0.1555  0.2302  0.1983
O  -0.0922  -0.1254  -0.1003
O  -0.0451  0.0092  -0.0361
O  0.1706  -0.1792  0.1801
O  0.2074  -0.2326  0.0078
O  -0.1499  -0.19  -0.0029
O  0.0804  0.3695  -0.0701
O  -0.0391  0.0114  -0.2741
O  -0.0371  0.0768  -0.2176
O  0.2049  0.0901  -0.058
O  0.1188  0.0608  -0.1955
O  0.01  -0.2625  -0.0938
O  0.1744  0.1387  -0.1172
O  0.1383  -0.1229  -0.2866
O  0.1305  -0.0295  -0.1408
O  0.0249  -0.0502  -0.276
O  0.1708  0.0969  0.4081
O  0.1701  0.1525  0.0449
O  0.3364  0.2524  0.1121
O  0.2116  -0.1437  0.0314
O  -0.3108  0.1096  0.0274
O  0.0885  -0.0191  0.2082
O  -0.2861  -0.0303  -0.0162
O  0.1483  0.1726  -0.3042
O  -0.2042  0.2462  0.3429
O  0.1039  0.1493  0.3072
O  -0.004  0.205  0.3515
O  0.0491  0.0168  0.1239
O  0.3297  0.2382  -0.0302
O  -0.1455  0.0527  -0.1669
O  0.0649  -0.0257  0.2124
O  -0.2595  0.0838  -0.2899
O  -0.1561  0.1349  0.2185
O  -0.263  0.1018  -0.2339
O  -0.2652  0.0615  0.3132
O  -0.249  0.2762  0.2464
O  0.0069  0.0234  0.1335
O  0.2013  -0.2798  0.0186
O  -0.1425  -0.0448  0.051
O  0.3581  -0.0505  0.1986
O  0.0342  0.5199  0.1342
O  -0.0097  0.2214  0.1915
O  0.1582  0.3486  0.165
O  0.2846  -0.1867  -0.2013
O  0.1253  -0.1372  -0.0887
O  0.1546  0.0361  0.2785
O  -0.1766  -0.0141  0.2383
O  -0.2335  0.1201  0.1743
O  -0.2448  0.1352  0.1196
O  0.2652  0.4407  0.1925
O  0.0172  -0.1491  0.2073
O  -0.2263  -0.0612  -0.0363
O  -0.1572  0.132  -0.1135
O  -0.0128  -0.2541  -0.0466
O  0.0582  -0.0134  -0.1541
O  0.2266  -0.1894  0.1804
O  -0.1523  0.2188  0.1874
O  -0.2077  0.2356  -0.1286
O  0.0827  -0.2158  -0.4046
O  -0.0442  -0.4902  -0.013
O  -0.1834  0.2382  0.0257
O  0.1349  0.0626  -0.0931
O  -0.0448  -0.0285  0.0083
O  -0.2266  -0.1046  0.1503
O  -0.4676  -0.028  0.0829
O  -0.3569  -0.114  0.0534
O  -0.2464  0.0755  -0.1728
O  -0.2922  -0.1187  0.0226
O  -0.1103  0.2235  -0.1619
O  -0.2324  0.1641  -0.3009
O  -0.1159  -0.0649  0.0725
O  0.136  -0.3662  -0.0879
O  -0.1366  0.0387  -0.0522
O  0.2091  -0.2725  0.1461
O  0.1922  -0.2812  -0.1292
O  -0.0463  0.1603  0.1757
O  -0.0068  0.0024  -0.2723
O  -0.0807  -0.1548  -0.0834
O  0.2238  0.117  -0.3898
O  -0.0761  0.1069  0.2445
O  -0.3402  -0.0306  -0.2086
O  -0.1985  -0.2433  0.1523
O  0.0486  -0.2107  -0.1712
O  -0.0435  0.01  -0.2352
O  0.0464  -0.0661  -0.0959
O  -0.2086  0.293  0.1478
O  -0.3162  0.0072  0.1201
O  0.3673  0.0973  0.0044
O  -0.223  0.1234  0.1541
O  0.188  -0.2879  -0.0428
O  0.3411  -0.203  0.2792
O  0.1621  -0.3167  -0.3379
O  0.0969  0.48  -0.0923
O  0.0703  -0.235  0.1642
O  -0.0355  -0.2948  -0.2439
O  -0.2819  0.1526  -0.2106
O  0.051  0.1966  0.201
O  -0.4174  0.0693  0.0418
O  0.147  0.262  -0.2774
O  -0.1072  0.1238  -0.2027
O  0.3862  -0.0957  -0.1481
O  0.1301  -0.1317  -0.0978
O  -0.0379  -0.2644  0.0699
O  -0.2787  0.1536  -0.2467
O  0.1967  -0.2471  0.0332
O  -0.431  -0.0976  0.0088
O  -0.0625  -0.2061  -0.0579
O  0.284  0.1423  0.139
O  -0.1431  -0.2519  0.0965
O  -0.0248  -0.2587  -0.1878
O  0.0448  -0.2118  0.3997
O  0.0711  0.2531  0.0572
O  -0.305  0.076  -0.135
O  0.3799  0.0814  -0.0286

The program warned: the cutoff lies below the one the program advises for these potential files; the forces do not sum to zero within the program's tolerance.
